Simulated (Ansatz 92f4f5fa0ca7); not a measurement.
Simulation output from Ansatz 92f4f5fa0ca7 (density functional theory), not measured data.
Periodic cell of 285 atoms, Si195O90, from a study of silicon, its oxide and their interface. The atomic structure is a simulated model.
Doubt: the cutoff is far below the 930 eV that the study's wrapper takes by default for these files, so forces and energies are approximate.
This geometry differs little from another in the collection (a relaxation step or a small displacement).

Settings: functional PBE; potential files Ansatz PAW; basis plane waves; wave-function cutoff 580 eV; density cutoff ratio 5; exchange-correlation grid ratio 1; k mesh 1 x 1 x 1, Gamma-centred; self-consistency stop 5e-08 eV per atom in the density residual; occupations fixed; spin none; net charge 0.

Cell vectors (angstrom)
a, 11.6015, 0, 0
b, 0, 10.938, 0
c, 0, 0, 40.2619

Atoms and the computed forces on them: element, x, y, z (angstrom), force x, y, z (eV/angstrom)
Si, 0, 0, 0.9665, -0.0002, 0.0581, -0.0032
Si, 3.8672, 0, 0.9665, 0.0042, 0.0154, 0.0068
Si, 7.7343, 0, 0.9665, -0.0008, 0.032, 0.003
Si, 1.9336, 1.3673, 0.9665, 0.0053, -0.0573, 0.0034
Si, 5.8008, 1.3673, 0.9665, -0.0004, 0.0014, 0.0063
Si, 9.6679, 1.3673, 0.9665, -0.0087, -0.0628, 0.0011
Si, 0, 5.469, 0.9665, -0.005, 0.0912, -0.012
Si, 3.8672, 5.469, 0.9665, -0.0001, 0.0266, -0.0059
Si, 7.7343, 5.469, 0.9665, 0.0055, 0.0458, 0.0129
Si, 1.9336, 6.8362, 0.9665, 0.0097, -0.0692, -0.0207
Si, 5.8008, 6.8362, 0.9665, 0.0008, -0.0426, -0.0043
Si, 9.6679, 6.8362, 0.9665, -0.0108, 0.0212, 0.0167
Si, 1.9336, 2.7345, 39.2949, 0.0113, 0.0616, -0.0056
Si, 5.8008, 2.7345, 39.2949, -0.0088, -0.013, 0.0144
Si, 9.6679, 2.7345, 39.2949, 0.0065, 0.0458, 0.0269
Si, 0, 4.1018, 39.2949, -0.0183, -0.1478, -0.0724
Si, 3.8672, 4.1018, 39.2949, 0.0109, -0.0314, 0.0014
Si, 7.7343, 4.1018, 39.2949, 0.0151, -0.0274, 0.0034
Si, 1.9336, 8.2035, 39.2949, 0.0139, 0.1271, -0.0461
Si, 5.8008, 8.2035, 39.2949, -0.0052, 0.0589, -0.0249
Si, 9.6679, 8.2035, 39.2949, 0.0154, -0.068, 0.0543
Si, 0, 9.5708, 39.2949, 0.0036, -0.0661, -0.01
Si, 3.8672, 9.5708, 39.2949, 0.0006, 0.0182, 0.0348
Si, 7.7343, 9.5708, 39.2949, 0.0095, -0.0218, 0.0243
Si, 0, 0, 4.8337, -0.0425, 0.1176, 0.0026
Si, 3.8672, 0, 4.8337, -0.0106, -0.0002, 0.0206
Si, 7.7343, 0, 4.8337, 0.0024, 0.0257, -0.0153
Si, 1.9336, 1.3673, 4.8337, -0.0446, -0.0235, 0.0531
Si, 5.8008, 1.3673, 4.8337, -0.0122, -0.0327, -0.1198
Si, 9.6679, 1.3673, 4.8337, 0.0026, -0.0461, 0.0796
Si, 0, 5.469, 4.8337, -0.0067, 0.0432, 0.0957
Si, 3.8672, 5.469, 4.8337, -0.0299, 0.0744, -0.116
Si, 7.7343, 5.469, 4.8337, -0.0058, 0.0359, 0.1464
Si, 1.9336, 6.8362, 4.8337, -0.0494, 0.0077, -0.0141
Si, 5.8008, 6.8362, 4.8337, -0.0006, -0.0611, 0.0135
Si, 9.6679, 6.8362, 4.8337, 0.0091, 0.0096, 0.0166
Si, 1.9336, 2.7345, 2.9001, 0.0086, 0.0527, -0.0032
Si, 5.8008, 2.7345, 2.9001, -0.0051, -0.0075, -0.0163
Si, 9.6679, 2.7345, 2.9001, -0.0207, 0.0637, 0.0142
Si, 0, 4.1018, 2.9001, -0.0032, -0.0748, 0.0069
Si, 3.8672, 4.1018, 2.9001, -0.0104, -0.009, -0.0154
Si, 7.7343, 4.1018, 2.9001, -0.0003, -0.0558, 0.0099
Si, 1.9336, 8.2035, 2.9001, -0.0057, 0.039, -0.0137
Si, 5.8008, 8.2035, 2.9001, -0.0063, 0.043, 0.0053
Si, 9.6679, 8.2035, 2.9001, -0.0029, -0.0002, 0.0084
Si, 0, 9.5708, 2.9001, -0.0023, -0.0607, 0.0115
Si, 3.8672, 9.5708, 2.9001, -0.0081, -0.0111, -0.0088
Si, 7.7343, 9.5708, 2.9001, -0.0094, -0.0268, -0.0034
Si, -1.2289, -0.7668, 24.6075, -0.0106, -0.0071, -0.0088
Si, 0.6955, 0.7032, 25.3573, 0.0001, 0.0202, 0.0008
Si, 9.7579, -2.75, 31.9423, -0.0148, -0.0103, 0.0068
Si, 0.0772, -2.5309, 14.4247, -0.0026, -0.0031, -0.0065
Si, 6.8882, 6.7327, 29.7568, 0.1063, -0.0587, 0.154
Si, 13.7238, 2.5456, 31.26, 0.0317, -0.0483, -0.023
Si, -2.1793, 6.6209, 30.2462, 0.0484, 0.0184, -0.0033
Si, 2.0843, 8.556, 29.1684, -0.0072, -0.0029, 0.0373
Si, 9.7045, 2.8845, 31.4611, 0.2857, 0.0916, -0.1373
Si, 2.0024, 8.4976, 31.4933, 0.0025, 0.0101, 0.0316
Si, 8.6561, 3.436, 25.2179, -0.0015, -0.0091, 0.0104
Si, 9.6235, 10.4544, 29.351, 0.0124, 0.0072, 0.02
Si, 7.541, 3.7942, 31.631, 0.0545, 0.1573, -0.0092
Si, 5.7655, 2.31, 31.738, -0.0459, 0.0414, -0.1269
Si, 5.7712, 2.2966, 29.3082, 0.034, 0.0811, 0.0452
Si, 4.0622, 3.9926, 31.5546, 0.0429, 0.0265, 0.0142
Si, 6.0254, 4.8182, 25.5744, 0.0073, -0.0268, -0.0002
Si, 11.7753, 3.176, 29.977, -0.2349, -0.1868, 0.0506
Si, 2.4443, 2.691, 23.6499, -0.0006, 0.002, 0.0012
Si, 11.5342, 9.7093, 31.6371, -0.0051, 0.0042, -0.023
Si, 15.1324, 11.2521, 29.4541, 0.002, 0.0305, 0.0072
Si, 2.3597, 9.022, 25.2098, 0.002, -0.0102, -0.0047
Si, 7.6111, 9.6171, 26.0282, -0.0037, 0.053, 0.0056
Si, 10.8533, 4.9406, 31.2005, -0.0954, 0.0702, 0.136
Si, 0.0211, 0.1412, 33.5173, -0.0319, -0.0022, 0.0068
Si, 3.8683, -0.0865, 33.6131, 0.0088, 0.0143, 0.0112
Si, 7.8319, 0.0432, 33.5632, -0.0163, 0.0286, 0.0007
Si, 1.9996, 1.4343, 33.4278, 0.0225, 0.0044, -0.0069
Si, 5.8006, 1.168, 33.7113, 0.0136, -0.0137, 0.0354
Si, 9.7033, 1.5122, 33.4434, 0.034, -0.0368, 0.0225
Si, 0.0313, 5.5269, 33.3759, 0.0039, 0.0316, -0.0073
Si, 3.9034, 5.4514, 33.4226, 0.006, -0.0218, -0.0006
Si, 7.7616, 5.3211, 33.4865, -0.0014, -0.044, -0.0005
Si, 1.9789, 6.8753, 33.3146, 0.0023, 0.0032, -0.0143
Si, 5.8898, 6.7446, 33.5143, -0.0107, -0.0151, -0.0075
Si, 9.6681, 6.7436, 33.7194, -0.0069, 0.0091, 0.0004
Si, 1.9607, 2.7473, 35.4059, 0.008, 0.0012, 0.003
Si, 5.7972, 2.7498, 35.4515, -0.0034, 0.0198, -0.002
Si, 9.7002, 2.7696, 35.4348, -0.0002, 0.0109, -0.0141
Si, 0.0402, 4.129, 35.352, -0.0018, -0.0188, -0.0033
Si, 3.8681, 4.1321, 35.4097, -0.004, 0.0157, 0.0004
Si, 7.7488, 4.068, 35.4632, 0.0033, 0.0031, -0.0104
Si, 1.9192, 8.1495, 35.371, 0.0091, 0.0136, -0.0063
Si, 5.8227, 8.1814, 35.416, 0.0018, 0.011, -0.0144
Si, 9.6886, 8.2272, 35.5099, -0.009, 0.0067, 0.0016
Si, 0.0253, 9.5914, 35.4013, 0.0061, -0.0008, 0.0012
Si, 3.8431, 9.4869, 35.4936, -0.0072, -0.014, -0.0022
Si, 7.7615, 9.5615, 35.4472, 0.0069, -0.0155, 0.0044
Si, 0, 0, 37.3613, 0.059, -0.0041, -0.0234
Si, 3.8672, 0, 37.3613, -0.0179, -0.0874, 0.1249
Si, 7.7343, 0, 37.3613, -0.0341, 0.07, 0.0303
Si, 1.9336, 1.3673, 37.3613, 0.0032, 0.0161, -0.1766
Si, 5.8008, 1.3673, 37.3613, -0.0621, 0.011, 0.0922
Si, 9.6679, 1.3673, 37.3613, 0.1304, -0.0282, -0.1337
Si, 0, 5.469, 37.3613, 0.0934, 0.0575, -0.288
Si, 3.8672, 5.469, 37.3613, 0.0164, 0.0826, -0.0529
Si, 7.7343, 5.469, 37.3613, -0.0295, 0.1006, 0.0241
Si, 1.9336, 6.8362, 37.3613, -0.1463, -0.1727, -0.1721
Si, 5.8008, 6.8362, 37.3613, 0.0665, -0.0693, 0.0472
Si, 9.6679, 6.8362, 37.3613, 0.1017, -0.1032, 0.5046
Si, 1.9149, 2.7327, 6.7784, 0.0018, 0.0031, -0.0009
Si, 5.7799, 2.7485, 6.7388, -0.0009, 0.0022, 0.0006
Si, 9.6533, 2.7324, 6.7806, -0.0006, 0.0036, -0.0006
Si, -0.0249, 4.1028, 6.783, -0.0031, -0.0034, 0.0058
Si, 3.8433, 4.1025, 6.7472, -0.0018, -0.0022, 0.0004
Si, 7.725, 4.0997, 6.787, 0.005, -0.0047, 0.0057
Si, 1.892, 8.2239, 6.7568, -0.003, 0.0025, 0.0016
Si, 5.7899, 8.2005, 6.7686, 0.0011, 0.0054, -0.002
Si, 9.6626, 8.2104, 6.7668, 0.0005, 0.0007, 0.0017
Si, -0.0243, 9.6027, 6.7825, 0.001, -0.0037, -0.0025
Si, 3.8523, 9.5637, 6.7668, 0.0037, 0.0001, 0.002
Si, 7.7196, 9.5668, 6.7636, -0.0031, 0.0011, 0.0012
Si, -0.0199, 0.0411, 8.7321, -0.003, 0.0119, 0.0044
Si, 3.8603, -0.0286, 8.7145, -0.0008, -0.0011, 0.0008
Si, 7.7004, 0.0362, 8.6661, 0.0101, -0.0015, 0.0092
Si, 1.9459, 1.3626, 8.7198, -0.0019, -0.0042, 0.0075
Si, 5.7732, 1.4005, 8.6641, -0.0006, -0.0092, -0.0018
Si, 9.625, 1.3791, 8.7341, -0.0045, -0.0109, 0.0021
Si, -0.0576, 5.4322, 8.7574, 0.0009, 0.0026, -0.0019
Si, 3.7997, 5.5281, 8.6265, -0.004, 0.0005, 0.01
Si, 7.7324, 5.4716, 8.7349, -0.003, 0.008, -0.001
Si, 1.8499, 6.8383, 8.6714, 0.0009, -0.0095, 0.0017
Si, 5.7925, 6.8129, 8.6933, 0.0065, -0.0111, 0.0085
Si, 9.6304, 6.8544, 8.7086, -0.0039, -0.0063, 0.0047
Si, 5.8454, 8.1801, 10.6135, 0.011, 0.0074, -0.0025
Si, 5.5062, 1.6404, 12.2987, -0.0006, 0.0105, 0.0297
Si, 11.7827, -2.0361, 17.4693, 0.0013, -0.0018, -0.0089
Si, -5.2771, 7.0974, 27.5013, -0.0231, -0.0437, -0.1253
Si, 7.6473, -1.2284, 10.6421, 0.0071, -0.0036, -0.0155
Si, 11.4445, 5.2654, 12.5666, -0.0005, -0.0095, -0.008
Si, -3.6974, 9.2498, 20.8495, 0.0047, -0.0064, -0.0115
Si, 4.1236, 3.9987, 14.0144, -0.0037, 0.003, -0.0247
Si, 5.7771, 2.96, 10.4534, 0.0006, 0.0128, -0.0131
Si, -0.0542, 14.8733, 10.6595, -0.001, -0.0062, -0.0029
Si, 7.8692, 5.6213, 12.8362, 0.007, -0.0005, 0.0091
Si, 1.9117, 12.0653, 12.493, 0.0044, 0.0074, -0.0011
Si, -2.0267, -2.6373, 10.5915, -0.0023, 0.011, -0.0078
Si, 5.4671, -2.2024, 19.0858, -0.0076, -0.0036, -0.0113
Si, 11.5347, -1.3583, 10.6391, -0.0075, -0.0106, 0.0089
Si, 3.9088, 5.6833, 12.4736, -0.0168, -0.0148, 0.0011
Si, 9.5557, 2.6594, 10.7423, 0.0078, 0.0117, -0.0064
Si, 15.0123, 1.721, 17.0506, -0.0207, -0.0094, -0.0213
Si, -1.7103, 3.2072, 17.9156, 0.0256, 0.0064, -0.0037
Si, -0.9831, 5.4773, 26.2709, -0.0045, -0.0067, 0.0011
Si, 7.3994, 0.1767, 12.5941, -0.0174, -0.001, -0.0018
Si, 3.9573, 10.8248, 12.4823, 0.0078, -0.0182, -0.0055
Si, 11.4745, 10.8917, 12.6249, 0.0122, -0.0158, -0.012
Si, 13.4423, 8.134, 10.6402, -0.0013, 0.0039, 0.0067
O, -8.3968, -3.3914, 28.5291, 0.0184, -0.0088, -0.0276
O, 5.7009, -1.7576, 17.54, 0.0018, 0.0025, 0.0027
O, 6.3544, -4.8186, 22.1178, -0.0047, 0.0051, 0.0061
O, 17.433, -11.2936, 15.4067, 0.0021, 0.0097, 0.0447
O, -12.6631, -15.7233, 19.3759, 0.0017, -0.0091, 0.0013
O, 8.4336, -30.1242, 18.5279, -0.0221, -0.0113, 0.0013
O, -11.0084, 8.1435, 28.6158, 0.0025, 0, -0.0358
O, -17.3982, 18.1052, 19.2454, -0.0006, -0.0044, 0.0042
O, 16.9921, -5.0154, 24.537, 0.0007, 0.0095, -0.0039
O, 28.0467, -7.077, 26.1928, -0.0006, 0.0069, -0.0097
O, 1.9482, 12.5298, 17.7574, 0.0019, 0.0021, -0.0006
O, 19.4417, -18.0222, 22.0455, -0.0069, -0.0008, -0.0044
O, 15.2694, 19.4603, 26.0549, 0.0112, -0.0044, -0.0051
O, 9.6685, -9.0262, 21.5808, -0.0044, -0.002, -0.0038
O, 23.4846, -11.3695, 17.1633, -0.0013, 0.0037, -0.0003
O, 10.4109, -4.1629, 27.2149, 0.0025, 0.002, -0.031
O, 1.0805, -4.0473, 23.0654, 0.0017, 0.001, 0.0008
O, -22.7059, -31.1266, 26.6985, 0.0092, -0.015, -0.0276
O, 5.0088, 2.6894, 13.5233, -0.0017, 0.0026, -0.0026
O, 50.9492, -9.5847, 28.6425, -0.0298, -0.0085, 0.0089
O, 9.4776, 13.2446, 14.1431, 0.0021, -0.0015, -0.0026
O, -7.0512, -33.3305, 30.4196, -0.0063, 0.0106, 0.0046
O, -10.1156, 19.2236, 18.2936, 0.0019, 0.0018, 0.0035
O, -7.8252, 6.7545, 22.5618, 0.0137, -0.0033, 0.0031
Si, -3.6932, 20.5046, 31.7086, 0.0256, -0.0217, -0.0169
Si, 11.7943, -14.4634, 24.3375, -0.0025, -0.0129, -0.0038
Si, 15.7441, -1.4768, 31.7297, -0.004, -0.0027, -0.0122
Si, 13.5636, 2.6975, 10.6786, 0.0018, 0.0033, 0.0001
Si, 8.1216, -9.6863, 27.4467, -0.0188, 0.0298, 0.0355
Si, 5.8839, 4.6092, 30.074, -0.1939, -0.1706, -0.0742
Si, 17.6681, 8.0735, 31.5814, -0.0112, 0.0006, 0.0238
Si, -1.9751, -7.09, 14.7096, 0.0091, 0.0043, -0.0177
Si, 24.9675, -4.2451, 12.5664, 0.0148, 0.0102, -0.002
Si, -4.696, -8.7875, 18.2137, 0.0066, 0.0047, -0.0265
Si, 3.8483, -12.4295, 10.5988, -0.0074, 0.0015, 0.0062
Si, 13.8945, 8.8787, 19.5963, -0.0037, -0.0016, -0.0081
Si, -6.615, -8.3309, 20.1333, -0.0119, 0.002, 0.0129
Si, 3.255, -17.6112, 26.2224, 0.0095, -0.0208, 0.0062
Si, 21.5334, 0.343, 21.8574, 0.0091, -0.0002, -0.0046
Si, 5.7644, -11.1585, 17.0233, -0.0056, -0.024, -0.0284
Si, 12.1235, -9.7606, 17.0446, 0.0109, -0.0056, -0.0036
Si, 3.9411, -14.625, 27.0888, -0.0209, 0.0184, 0.0141
Si, 14.0162, 7.6606, 22.5262, -0.0099, 0.0024, -0.0132
Si, 13.6215, -8.8996, 14.6023, 0.0068, -0.0024, -0.0354
Si, 1.9091, 3.2279, 20.6027, -0.0101, -0.0001, -0.0043
Si, 3.8085, -6.6948, 10.5643, -0.0073, 0.0052, -0.0145
Si, -6.261, 14.9705, 16.7223, -0.0092, 0.0124, -0.0263
Si, -2.1014, -14.5323, 18.9634, 0.0053, 0.0046, -0.0084
Si, -0.7056, -28.2263, 19.7563, -0.003, 0.0066, 0.007
Si, 12.8882, 0.3526, 20.9643, -0.0009, -0.0049, -0.0101
Si, 12.417, 14.0371, 27.5319, 0.019, 0.0323, -0.0116
Si, 4.1255, -10.2965, 22.3441, -0.0125, -0.0015, 0.0019
Si, 5.3116, -4.1024, 23.1669, -0.0077, -0.0083, -0.0045
Si, 29.2676, -1.808, 23.3172, 0.0084, 0.0157, 0.0107
Si, 21.3935, -4.0156, 12.4744, 0.0011, 0.0125, -0.002
Si, 20.9805, 3.376, 22.2101, 0.0117, 0.0076, 0.0053
Si, 21.0922, 1.3352, 12.7828, -0.0119, -0.0044, 0.0025
Si, 5.8774, -3.9104, 12.7025, -0.0068, 0.0403, 0.0171
Si, 5.7479, -22.9049, 13.9038, -0.0063, 0.0046, -0.0329
Si, -0.9966, -25.1058, 28.5362, -0.0395, -0.0175, 0.0463
Si, 7.7496, -17.6392, 10.7742, 0.0026, -0.0068, -0.0084
Si, 18.4674, -15.7663, 18.6146, 0.0013, 0.0152, -0.0087
Si, 6.7591, 4.7806, 21.2893, 0.0089, 0.0033, 0.0006
O, 18.885, 8.2385, 26.8146, -0.0217, -0.0464, 0.028
O, 10.9841, -0.3593, 30.2805, 0.006, 0.0082, 0.0063
O, 5.9319, -16.5964, 17.578, 0.002, -0.0016, 0.008
O, -1.2209, -2.4216, 18.238, -0.0036, 0.001, 0.0015
O, -4.1962, 9.0011, 22.3748, -0.0063, -0.0006, 0.0071
O, -2.6734, -11.3629, 20.8322, -0.0041, 0.0011, -0.002
O, 19.8496, -15.0942, 18.0089, -0.0035, -0.0053, 0.002
O, -8.376, -20.5652, 15.4749, 0.0029, 0.0051, 0.0198
O, -12.3002, 8.736, 23.9561, -0.0057, 0.0132, 0.0016
O, 12.6332, 12.7992, 20.4517, 0.0022, -0.0018, 0.0011
O, 12.7973, 1.7112, 24.1314, -0.0029, -0.0082, 0.0092
O, 21.0239, 0.7985, 28.3473, 0.0073, 0.0022, -0.0032
O, 20.269, -30.7396, 26.1347, 0.0068, 0.003, -0.0135
O, -15.8093, 5.1724, 19.8388, -0.0011, -0.0089, 0.0025
O, 19.8555, -33.3734, 30.2668, -0.0187, 0.0231, 0.001
O, -4.3455, 10.8937, 26.9767, -0.0045, -0.0398, -0.0212
O, -17.7691, -28.9303, 21.0556, -0.002, -0.005, -0.0071
O, 26.579, 3.01, 19.8834, 0.0172, -0.0031, 0.0013
O, 3.9786, -40.4951, 17.2494, 0.0067, -0.0005, 0.0122
O, 28.1674, 12.19, 21.0709, 0.0061, 0.0045, -0.0108
O, 21.1662, -29.519, 23.8523, 0.0028, -0.0008, -0.0061
O, 18.0898, -29.9351, 16.7806, 0.0102, -0.0143, 0.0156
O, 2.0599, -24.743, 20.9937, 0.0006, -0.0044, 0.0049
O, 9.2473, 15.5752, 26.1345, -0.0017, 0.0035, 0.0001
O, -5.8165, -2.7004, 13.8931, 0.0037, -0.0373, -0.0233
O, 11.67, -0.9446, 14.0257, -0.0037, 0.0029, -0.0024
O, 24.372, -2.9938, 25.5515, -0.0008, 0.0059, 0.0071
O, 37.3765, -7.3371, 14.4855, 0.0013, -0.0073, 0.0098
O, -4.9868, -1.2765, 24.7509, 0.0014, -0.0082, -0.0036
O, 11.729, 4.4255, 26.835, 0.0064, -0.0029, -0.0039
O, 38.6408, -9.1434, 23.494, 0.0038, -0.0008, 0.0001
O, 27.1121, -12.8834, 19.4485, 0.0047, -0.0002, 0.0018
O, -0.6222, -4.8465, 24.8031, 0.0037, 0.006, -0.0033
O, -1.3203, -14.1055, 13.8485, -0.0021, 0.0032, 0.005
O, 9.7707, 9.1247, 28.4019, 0.0005, -0.0086, -0.0196
O, 12.5555, -17.4971, 19.8999, 0.0021, 0.0002, 0.0018
O, -32.1708, -28.9383, 24.7591, -0.0007, -0.0004, -0.0025
O, 7.0154, 22.4382, 17.7462, 0.0088, 0.0113, 0.0109
O, 8.744, 7.9675, 20.2807, -0.0031, 0.003, 0.0059
O, -24.479, 4.359, 21.3076, -0.0007, -0.0031, -0.0004
O, 9.586, -21.8392, 23.4173, -0.0001, -0.0046, 0.0069
O, 27.6548, -10.3416, 17.6027, 0.0023, 0.0086, 0.0092
O, 34.0691, -41.8583, 17.7741, -0.0074, 0.001, 0.0033
O, 14.1698, -22.6995, 28.7208, -0.0036, -0.0161, -0.015
O, -0.6116, 15.4379, 14.0182, -0.001, -0.0046, 0.0033
O, 13.7081, -40.3117, 22.2285, 0.0007, 0.0052, 0
O, -8.9597, -2.0279, 23.5903, 0.0026, 0.0055, 0.0071
O, 28.199, 15.5641, 15.2606, 0.0117, -0.0024, 0.0204
O, 12.248, -20.0938, 15.5017, -0.0081, 0.0031, 0.0173
O, 41.3375, -34.1865, 20.0058, 0.0043, 0.008, 0.0035
O, 37.2472, 14.365, 27.3861, -0.007, -0.0004, -0.0085
O, 19.8916, -17.18, 14.1926, -0.0073, -0.0003, -0.0022
O, -1.8893, -7.0936, 16.366, -0.0071, -0.0043, 0.0017
O, 9.2012, -12.1355, 25.6672, 0.003, -0.0075, -0.0052
O, 53.5199, -7.0952, 24.8613, -0.0077, 0.0074, -0.0028
O, 14.8129, -5.0598, 26.5107, 0.008, 0.0241, -0.003
O, 6.7216, -38.1034, 26.7928, -0.0002, 0.0355, 0.0262
O, 13.0551, -3.2187, 13.8492, 0.0029, 0.0009, -0.0016
O, -20.7031, -20.6545, 30.3187, 0.0175, 0.0241, 0.0187
O, 7.1172, 2.1409, 28.3758, 0.0192, -0.0125, -0.0129
O, 25.1268, -22.2683, 25.6101, 0.0012, 0.0022, 0.0006
O, -8.9979, -21.6674, 21.9133, 0.0025, 0.0009, 0.0033
O, -6.6062, -33.4628, 22.8312, 0.009, -0.0077, 0.003
O, 1.6068, 10.3465, 19.6944, 0.0018, 0.0055, 0.0028
O, 11.4892, -21.9977, 21.6513, -0.0033, 0.0008, 0.0002
O, 0.1322, 8.1714, 16.0231, 0, -0.0001, 0.0071

Results
free energy: -175136.247 eV
free energy less fixed offsets of O -568.88, Si -635.61 eV per atom: 6.903 eV

The program warned: the cutoff lies below the one the program advises for these potential files; the forces do not sum to zero within the program's tolerance; the exchange-correlation potential is rough where the density is thin.
